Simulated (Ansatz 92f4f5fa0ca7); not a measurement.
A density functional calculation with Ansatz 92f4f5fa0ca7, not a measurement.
Periodic cell of 234 atoms, Si141O87As6, from a study of silicon, its oxide and their interface. The atomic structure is a simulated model.
Doubt: the cutoff is far below the 930 eV that the study's wrapper takes by default for these files, so forces and energies are approximate.

Settings: functional PBE; potential files Ansatz PAW; basis plane waves; wave-function cutoff 580 eV; density cutoff ratio 5; exchange-correlation grid ratio 1; k mesh 1 x 1 x 1, Gamma-centred; self-consistency stop 5e-08 eV per atom in the density residual; occupations fixed; spin none; net charge 0.

Cell vectors (angstrom)
a  11.6015  0  0
b  0  10.938  0
c  0  0  32.9471

Atoms: element, x, y, z (angstrom)
As  0.0613  -0.0432  23.9818
Si  3.8389  0.1507  24.3628
Si  7.757  -0.1823  24.1735
Si  1.8862  1.502  24.3607
Si  5.9071  1.2208  24.1842
Si  9.6297  1.3287  24.0414
As  -0.0373  5.5048  23.9473
Si  3.916  5.3891  24.3821
As  7.6633  5.4716  24.0409
Si  2.0253  6.7986  24.2352
Si  5.6907  6.8733  24.4631
Si  9.5667  6.9318  24.0985
Si  1.8386  2.7734  26.278
Si  5.8706  2.6945  26.0525
Si  9.6565  2.7764  25.9978
Si  -0.0382  4.2435  26.0895
Si  3.8771  3.9689  26.2048
Si  7.7262  4.1823  26.1211
Si  1.9206  8.2299  26.1486
Si  5.8291  8.2824  26.2997
Si  9.6925  8.2275  26.0861
Si  0.0052  9.652  26.1188
Si  3.8603  9.6442  26.267
Si  7.7773  9.5978  26.2081
Si  -0.0289  0.0106  28.1022
Si  3.8574  0.0553  28.1752
Si  7.7656  0.0297  28.1251
Si  1.8907  1.3755  28.1619
Si  5.8221  1.3943  28.0812
Si  9.6773  1.4358  28.0476
Si  -0.0188  5.4926  28.1005
Si  3.8658  5.4446  28.0941
Si  7.7517  5.4851  28.1034
Si  1.9287  6.845  28.0984
Si  5.8033  6.8289  28.1492
Si  9.6732  6.8802  28.0787
Si  1.9336  2.7345  30.0478
Si  5.8008  2.7345  30.0478
Si  9.6679  2.7345  30.0478
Si  0  4.1018  30.0478
Si  3.8672  4.1018  30.0478
Si  7.7343  4.1018  30.0478
Si  1.9336  8.2035  30.0478
Si  5.8008  8.2035  30.0478
Si  9.6679  8.2035  30.0478
Si  0  9.5708  30.0478
Si  3.8672  9.5708  30.0478
Si  7.7343  9.5708  30.0478
Si  0  0  31.9814
Si  3.8672  0  31.9814
Si  7.7343  0  31.9814
Si  1.9336  1.3673  31.9814
Si  5.8008  1.3673  31.9814
Si  9.6679  1.3673  31.9814
Si  0  5.469  31.9814
Si  3.8672  5.469  31.9814
Si  7.7343  5.469  31.9814
Si  1.9336  6.8362  31.9814
Si  5.8008  6.8362  31.9814
Si  9.6679  6.8362  31.9814
Si  1.9336  2.7345  0.9679
Si  5.8008  2.7345  0.9679
Si  9.6679  2.7345  0.9679
Si  0  4.1018  0.9679
Si  3.8672  4.1018  0.9679
Si  7.7343  4.1018  0.9679
Si  1.9336  8.2035  0.9679
Si  5.8008  8.2035  0.9679
Si  9.6679  8.2035  0.9679
Si  0  9.5708  0.9679
Si  3.8672  9.5708  0.9679
Si  7.7343  9.5708  0.9679
Si  -0.0184  -0.0454  2.9271
Si  3.8608  0.0051  2.8647
Si  7.7402  -0.0529  2.952
Si  1.9157  1.3389  2.8853
Si  5.8075  1.3188  2.8494
Si  9.6596  1.3514  2.9021
Si  -0.0094  5.4663  2.8874
Si  3.8737  5.4405  2.942
Si  7.7253  5.4579  2.9163
Si  1.9407  6.8118  2.8696
Si  5.7947  6.8452  2.9416
Si  9.6582  6.8489  2.9595
Si  1.9268  2.7087  4.8116
Si  5.7743  2.6806  4.7522
Si  9.6651  2.7161  4.8386
Si  -0.0099  4.1184  4.8364
Si  3.8547  4.0997  4.9562
Si  7.7098  4.0819  4.8681
Si  1.9558  8.1271  4.8226
Si  5.7976  8.178  4.9532
Si  9.6518  8.1072  5.0295
Si  0.0159  9.4949  4.8752
Si  3.8599  9.5551  4.7569
Si  7.7442  9.5235  4.9585
Si  0.076  0.0037  6.7362
As  3.8203  -0.1753  6.8438
Si  7.73  0.0124  6.8446
As  1.9897  1.4692  6.9033
As  5.6971  1.3367  6.7596
Si  9.6986  1.3068  6.7322
Si  0.0007  5.4953  6.7556
Si  3.8648  5.4734  6.9396
Si  7.6025  5.3357  6.8428
Si  1.9314  6.8441  6.792
Si  5.7741  6.8131  6.9016
Si  9.5495  6.6569  6.9927
O  0.2329  10.1094  8.1921
O  5.7764  7.7204  8.3466
O  9.7738  2.2577  8.096
O  7.3453  4.151  8.0265
O  4.002  4.6247  8.4137
O  11.8273  4.3549  7.9739
O  7.8535  10.2161  8.4192
O  1.9105  8.0329  7.9846
O  9.398  7.4834  8.4892
O  7.1823  7.665  20.9726
O  3.7279  10.0353  23.0845
O  6.1846  1.8009  22.6162
O  1.9369  2.8163  23.2787
O  9.5313  2.3067  22.654
O  7.5067  9.6393  22.9174
O  2.4479  7.7058  22.8663
O  4.4417  4.7988  22.8918
O  9.3317  7.746  22.6332
Si  4.4291  4.6971  21.2619
Si  2.8025  3.3454  15.7471
Si  5.293  1.9677  21.2709
Si  14.7931  9.0128  11.1
Si  -1.2912  5.2356  14.6849
Si  5.3978  7.4357  9.9085
Si  6.5959  -0.9402  14.928
Si  13.3203  7.1744  13.1018
Si  2.1759  4.5174  11.5495
Si  -1.7265  10.707  19.9443
Si  6.0104  9.6538  11.7819
Si  10.2204  7.185  9.8702
Si  14.735  9.3844  19.7688
Si  13.0288  6.1357  15.8987
Si  8.2143  8.656  21.8117
Si  9.7504  2.301  9.7303
Si  11.5845  4.468  9.5725
Si  -3.2351  15.4071  19.1031
Si  6.7576  8.7265  17.6957
Si  11.2426  4.67  19.5489
Si  10.2033  7.5632  12.7758
Si  6.3166  6.7757  19.8789
Si  4.6976  4.5224  9.8921
Si  12.1973  3.0647  13.5193
Si  -0.9761  12.3944  15.2674
Si  9.8152  -2.2004  17.7636
Si  0.8747  7.2739  18.7503
Si  -1.8851  9.6132  14.966
Si  7.8649  11.1973  9.7489
Si  9.5803  13.6521  21.082
Si  5.5358  1.8812  15.9775
Si  1.068  11.5195  20.1119
Si  7.2182  3.1914  9.3273
Si  2.4248  2.734  21.7205
Si  5.3673  0.2204  18.6414
Si  0.8806  13.3104  17.6879
Si  1.0556  8.9618  9.0185
Si  15.441  -2.4116  22.5241
Si  8.317  14.1776  16.1672
O  8.269  3.5121  17.78
O  11.7955  7.3121  12.5751
O  5.837  7.7058  18.5972
O  4.0377  8.661  20.9047
O  4.2776  2.7569  15.4131
O  7.038  10.7199  11.0843
O  9.5172  1.3505  20.1419
O  5.2261  1.4085  17.5246
O  6.7675  2.9334  15.7841
O  8.2052  10.1969  15.0373
O  9.6257  6.4277  13.8038
O  4.9697  6.0582  20.5238
O  9.3754  0.7745  10.253
O  2.8649  4.1616  20.9906
O  8.5736  3.3429  10.2458
O  13.9009  16.6546  12.6478
O  5.8089  3.369  10.0752
O  1.9851  8.3349  19.2861
O  1.5392  6.8262  17.3473
O  5.4256  3.508  20.7332
O  -0.3836  4.3697  13.634
O  12.2175  5.9821  19.7479
O  5.6422  0.9007  20.094
O  6.2409  9.5082  13.3967
O  3.6517  4.1213  11.0649
O  10.8606  3.7498  20.8552
O  12.8287  1.9735  20.9237
O  9.1122  12.8518  15.648
O  3.7358  1.7635  21.7073
O  9.0507  4.502  15.4185
O  1.7738  7.2284  14.7284
O  4.0861  10.1058  18.6298
O  10.4404  16.5078  9.912
O  2.3621  -0.3052  20.4386
O  5.8157  0.4813  15.1547
O  3.835  7.7999  10.2162
O  9.8263  10.2829  18.3504
O  -1.6514  9.0022  13.4852
O  10.7646  10.7959  15.2853
O  5.1511  7.7681  23.1368
O  11.6128  8.0196  9.8209
O  -0.452  2.9956  10.174
O  -0.1551  5.686  15.783
O  13.9949  13.6109  17.1787
O  -5.3425  8.8695  16.113
O  9.4932  7.5692  11.2975
O  8.3118  3.5649  20.4745
O  -1.5327  8.5551  16.1588
O  11.1528  1.8367  13.7572
O  11.9514  3.6827  18.4722
O  -0.603  7.9522  18.5562
O  2.0321  9.671  10.1526
O  2.5753  4.966  15.837
O  -3.3183  8.1721  17.9322
O  -1.7873  5.2343  18.9757
O  -0.075  2.1548  16.4103
O  12.9479  5.0178  10.2536
O  4.4219  10.04  11.4982
O  5.551  5.8658  10.2454
O  1.4122  3.1957  12.122
O  13.4037  2.8616  14.5787
O  7.2059  5.5832  19.2089
O  12.5081  11.9281  18.5407
O  11.4002  -0.3504  20.5244
O  7.1713  1.5768  9.0854
O  8.9487  9.644  20.7411
O  6.3098  8.2472  10.9962
O  2.5884  8.4086  12.4938
O  6.6809  -0.6907  18.3027

Results
free energy: -168248.263 eV
free energy less fixed offsets of As -4856.12, O -568.88, Si -635.61 eV per atom: 2.027 eV

Forces (eV/angstrom), in the order of the atoms: element, x, y, z
As  -0.1543  -0.1033  -0.135
Si  -0.2374  -0.5546  -0.057
Si  -0.0826  -0.3621  -0.1469
Si  0.0092  0.2784  0.2431
Si  0.1374  0.1901  -0.3819
Si  0.2242  0.3238  -0.2199
As  0.1342  -0.1008  -0.1857
Si  0.209  -0.1174  -0.0308
As  -0.1642  -0.2187  -0.0272
Si  -0.2538  0.2964  -0.1442
Si  -0.0265  0.2999  -0.0111
Si  -0.0529  0.0775  -0.0602
Si  0.1738  0.2139  0.1602
Si  -0.058  0.1759  0.3897
Si  -0.0956  0.0841  0.174
Si  -0.0444  -0.0776  -0.0927
Si  -0.1297  -0.127  0.1014
Si  0.0048  0.0109  -0.1702
Si  0.2597  0.1465  0.0339
Si  -0.1572  0.2668  -0.0478
Si  -0.0502  0.2532  0.0865
Si  -0.0044  0.0039  -0.145
Si  -0.0004  -0.0942  -0.0499
Si  0.144  -0.1761  0.1874
Si  0.0495  0.0257  0.0104
Si  0.0399  0.0882  -0.1623
Si  -0.0616  0.2077  -0.0744
Si  -0.0157  -0.1268  -0.0464
Si  0.0599  -0.1124  -0.0621
Si  -0.0678  -0.0035  -0.1102
Si  -0.0619  0.0055  0.0118
Si  0.0928  0.1571  -0.1146
Si  -0.052  -0.0097  -0.0112
Si  -0.0055  -0.0699  -0.1611
Si  -0.0246  -0.1737  -0.0865
Si  0.0678  -0.1547  -0.153
Si  -0.0882  0.1793  0.3002
Si  0.056  0.1035  -0.2162
Si  0.0366  0.1305  -0.2052
Si  -0.0138  0.0358  -0.1019
Si  -0.0245  -0.0667  -0.0158
Si  0.0515  0.0332  -0.0597
Si  0.0297  0.0018  -0.1126
Si  -0.0272  0.0903  0.1422
Si  -0.0097  0.1464  -0.0651
Si  -0.1197  -0.0212  -0.1095
Si  0.0099  0.0526  0.1917
Si  0.0998  0.007  -0.0081
Si  0.0247  0.0818  0.011
Si  -0.0083  -0.057  0.0018
Si  -0.0214  0.1072  0.018
Si  0.0105  0.0266  -0.0042
Si  0.0045  -0.0153  -0.0681
Si  -0.012  -0.1158  -0.0399
Si  -0.0146  0.0549  -0.0385
Si  -0.0104  0.0961  -0.0121
Si  0.0207  0.0551  -0.0025
Si  -0.021  -0.0152  0.0266
Si  0.0104  -0.0327  0.0736
Si  -0.0027  -0.167  0.0263
Si  -0.0668  -0.0541  -0.0409
Si  0.0579  -0.0405  -0.2457
Si  -0.0007  -0.0183  -0.0186
Si  -0.0317  -0.1056  -0.0388
Si  0.0491  -0.1108  0.27
Si  -0.0281  -0.0434  0.0884
Si  0.0478  0.0484  -0.0719
Si  -0.027  -0.0128  0.2506
Si  -0.0234  0.0401  0.2862
Si  -0.0425  -0.1016  -0.0002
Si  -0.0227  -0.076  -0.1981
Si  0.0392  -0.1048  0.1333
Si  -0.0096  0.0983  0.0946
Si  0.0083  -0.0842  0.0762
Si  0.0318  0.1083  0.1559
Si  -0.0361  0.104  0.1037
Si  0.0119  0.1515  0.0781
Si  -0.0164  -0.1166  0.0644
Si  -0.0285  0.1282  0.0736
Si  -0.0003  0.1201  0.1531
Si  0.0429  0.1374  0.093
Si  -0.052  -0.1837  0.147
Si  0.0482  -0.1127  0.1369
Si  -0.0169  -0.1476  0.0492
Si  -0.0101  0.0579  0.3224
Si  0.066  0.0097  0.2523
Si  0.0335  0.247  -0.038
Si  0.0191  -0.1895  -0.2918
Si  0.0095  -0.1949  -0.3962
Si  -0.0822  -0.3  -0.4875
Si  0.0944  0.2221  -0.4118
Si  -0.0249  0.1336  -0.3937
Si  0.0324  0.0818  -0.2452
Si  -0.096  -0.1972  0.0427
Si  -0.0694  -0.1059  0.4064
Si  0.0234  -0.1588  -0.0381
Si  0.4461  -0.2645  0.274
As  -0.106  -0.7768  -0.2003
Si  -0.1298  -0.4341  0.4907
As  -0.3093  0.4812  -0.15
As  0.2094  0.7824  -0.0179
Si  0.0811  0.2653  0.085
Si  0.0557  -0.3716  0.1288
Si  0.0015  -0.4372  0.5326
Si  -0.0274  -0.5691  0.3462
Si  -0.1203  0.5103  0.2367
Si  -0.0447  0.4653  0.3368
Si  0.0267  0.3993  0.4322
O  -0.0222  0.0646  -0.1632
O  0.1198  -0.1354  -0.4628
O  0.0219  0.0937  -0.2608
O  0.0438  0.3529  -0.3381
O  -0.1577  0.14  -0.3963
O  -0.0553  0.1028  -0.2101
O  -0.0589  0.1169  -0.3694
O  0.087  -0.2444  -0.1527
O  -0.12  -0.0864  -0.5175
O  0.0953  0.1412  0.2533
O  -0.03  0.1519  0.0477
O  0.0267  -0.0709  0.1918
O  -0.0569  -0.1924  -0.0114
O  0.0485  -0.3162  0.435
O  -0.0128  0.2237  0.2282
O  -0.1248  -0.1989  0.1976
O  -0.0099  -0.0711  0.2287
O  0.0352  -0.0934  0.2712
Si  0.0921  0.1302  -0.1894
Si  -0.1497  -0.0338  0.0669
Si  -0.1199  0.1109  -0.344
Si  0.2354  0.073  0.1567
Si  0.1258  0.0307  -0.0265
Si  -0.0649  0.0532  0.3994
Si  -0.0124  -0.1281  -0.0187
Si  0.0657  0.0087  0.0059
Si  -0.0744  0.0508  0.1707
Si  0.2194  -0.0262  -0.289
Si  -0.2063  -0.0275  0.017
Si  0.0136  -0.0323  0.2392
Si  -0.177  0.0068  -0.3634
Si  -0.0519  0.1257  0.0451
Si  0.104  -0.1798  -0.1764
Si  -0.1123  -0.1568  0.153
Si  0.0922  -0.0882  0.3637
Si  0.0511  0.1346  -0.1227
Si  -0.0261  0.0736  -0.0868
Si  -0.0606  0.2095  -0.2914
Si  0.1071  0.0078  0.1705
Si  -0.0355  -0.0879  -0.309
Si  -0.0343  0.0617  0.3521
Si  0.034  0.0633  -0.0228
Si  0.0645  -0.0538  0.0798
Si  0.0116  -0.0337  0.0213
Si  -0.0562  0.0995  -0.0194
Si  0.0117  -0.1478  0.0514
Si  0.0121  0.0441  0.3994
Si  -0.0543  0.0325  -0.4439
Si  -0.0082  -0.1898  0.1058
Si  -0.0437  -0.3088  -0.2512
Si  0.1486  -0.0844  0.3513
Si  0.0618  0.0243  -0.4149
Si  -0.01  -0.1599  -0.2901
Si  0.0504  -0.0093  -0.0066
Si  0.0701  0.2799  0.0602
Si  0.0774  -0.1614  -0.1214
Si  0.0729  0.0234  0.1348
O  -0.0214  -0.039  -0.0191
O  -0.1116  0.0032  -0.0611
O  0.029  -0.0507  0.1054
O  0.1162  -0.0761  0.2923
O  0.0356  0.0689  -0.0587
O  0.2129  0.0752  -0.3044
O  0.0193  0.0942  0.1839
O  0.0318  0.0683  0.0462
O  -0.0527  0.0161  -0.0477
O  0.0113  0.078  -0.005
O  -0.023  -0.0011  -0.06
O  -0.1144  -0.1553  0.2318
O  -0.0843  -0.0563  -0.113
O  -0.0992  -0.0838  0.1667
O  -0.1213  0.0518  -0.1769
O  0.0252  -0.0343  -0.0896
O  -0.0123  0.0317  -0.1136
O  0.0791  0.0149  0.0911
O  0.0598  -0.0746  -0.0808
O  0.0029  -0.0335  0.0468
O  -0.0503  -0.0541  -0.0017
O  -0.0149  -0.0858  0.0616
O  0.0291  0.1332  0.3209
O  0.0114  -0.0201  0.0405
O  0.2141  0.0368  -0.2201
O  -0.0271  -0.146  0.2409
O  0.0601  0.1624  0.2106
O  -0.0112  0.0083  -0.034
O  -0.0778  -0.0971  0.1419
O  -0.0447  -0.0023  -0.0153
O  0.0155  0.0087  0.0584
O  0.0152  0.0334  0.1047
O  -0.014  -0.0216  -0.0778
O  -0.0102  0.1369  0.1803
O  0.0034  0.1007  -0.0138
O  -0.0449  -0.0225  -0.1843
O  -0.0234  0.0265  0.1432
O  -0.0197  -0.018  -0.0752
O  0.0185  0.0576  -0.0335
O  0.2234  0.0191  0.0155
O  -0.0121  -0.0575  -0.0429
O  0.087  0.049  -0.0704
O  -0.0624  -0.0583  -0.0152
O  0.0101  0.0482  0.0016
O  0.0088  0.0144  -0.0745
O  0.0243  -0.0125  -0.1815
O  0.0879  -0.0729  0.2013
O  -0.03  0.0672  -0.0427
O  0.0015  0.0497  -0.0276
O  0.0123  -0.043  0.07
O  -0.067  0.0119  -0.0328
O  -0.1361  -0.0626  -0.2266
O  0.099  -0.0855  -0.0053
O  0.0281  0.0146  -0.0218
O  0.0176  -0.0858  0.123
O  -0.0763  -0.0009  -0.0572
O  -0.0935  0.0307  -0.2148
O  -0.0276  -0.0024  -0.0453
O  0.0396  -0.1003  -0.131
O  -0.0555  -0.0403  0.0609
O  0.0296  -0.0324  -0.0143
O  -0.0486  0.009  0.0648
O  -0.0032  0.0536  0.1103
O  -0.0041  0.0682  0.1159
O  -0.0412  -0.0074  -0.1917
O  -0.0951  -0.1088  0.2279
O  0.0347  -0.0927  -0.1409
O  -0.0168  -0.0016  -0.0458
O  0.002  0.0608  0.0789

The program warned: the cutoff lies below the one the program advises for these potential files; the exchange-correlation potential is rough where the density is thin.
